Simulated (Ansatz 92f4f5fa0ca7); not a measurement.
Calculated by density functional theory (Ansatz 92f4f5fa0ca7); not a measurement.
Periodic cell of 210 atoms, Si128O78As4, from a study of silicon, its oxide and their interface. The atomic structure is a simulated model.
Doubt: the cutoff is far below the 930 eV that the study's wrapper takes by default for these files, so forces and energies are approximate.
This geometry differs little from another in the collection (a relaxation step or a small displacement).

Settings: functional PBE; potential files Ansatz PAW; basis plane waves; wave-function cutoff 580 eV; density cutoff ratio 5; exchange-correlation grid ratio 1; k mesh 1 x 1 x 1, Gamma-centred; self-consistency stop 5e-08 eV per atom in the density residual; occupations fixed; spin none; net charge 0.

Cell vectors (angstrom)
a 10.938 0 0
b 0 10.938 0
c 0 0 31.64

Atoms and the computed forces on them: element, x, y, z (angstrom), force x, y, z (eV/angstrom)
Si -0.4088 0.4914 24.2583 0.0045 -0.0065 -0.0026
Si 6.034 -0.5495 24.0487 -0.0047 0.002 -0.0057
Si 2.2619 3.1287 24.4612 0.0047 -0.0082 -0.0066
Si 8.846 2.2751 24.0868 -0.0043 0.0099 -0.0034
Si 0.6339 4.9578 24.3884 -0.0029 0.011 -0.0074
As 5.0373 5.8953 24.0512 -0.0024 0.0024 -0.0023
As 3.194 7.7282 24.0435 0.0031 -0.0021 0
Si 7.7301 8.523 24.2409 0.0045 0.0033 0.0025
Si 1.302 1.3656 25.6446 0.0043 0.0016 0.0045
Si 6.9528 1.3114 25.2957 0.0003 -0.0021 0.0027
Si 4.1111 4.1633 25.5071 -0.0004 0.002 0.0037
Si 9.6348 4.0705 25.4399 0.0004 -0.0016 0.0005
Si 1.5222 6.796 25.5611 -0.0019 -0.0031 0.0023
Si 6.7096 6.8598 25.5549 -0.0023 0.0009 0.0019
Si 4.2052 9.4982 25.3923 -0.0011 0.0006 0.003
Si 9.5411 9.5764 25.4097 -0.0018 -0.0047 0.0016
Si 2.7805 -0.0564 26.8025 -0.0016 -0.0029 -0.0004
Si 8.2175 -0.0056 26.8452 -0.0007 0.0014 -0.0029
Si -0.0384 2.7547 26.9501 -0.0011 -0.0003 -0.0039
Si 5.5339 2.6971 26.7454 0.0003 0.0019 -0.0002
Si 2.7804 5.434 26.9547 0.0035 0.0027 -0.0061
Si 8.1965 5.4551 26.7879 -0.0014 -0.0008 -0.0003
Si 0.0177 8.2038 26.7881 0.0026 0.0007 -0.0019
Si 5.4465 8.2307 26.9299 -0.0038 -0.005 -0.0036
Si 4.1018 1.3673 28.2218 0.2643 -0.058 -0.6775
Si 9.5708 1.3673 28.2218 -0.3485 -0.1378 0.4745
Si 1.3673 4.1018 28.2218 -0.0909 -0.0464 0.6426
Si 6.8362 4.1018 28.2218 0.1189 -0.2204 -0.5112
Si 4.1018 6.8362 28.2218 0.0564 0.1249 0.7181
Si 9.5708 6.8362 28.2218 0.0224 -0.032 -0.5942
Si 1.3673 9.5708 28.2218 0.1081 -0.1365 -0.38
Si 6.8362 9.5708 28.2218 0.1746 0.2815 0.2531
Si 0 0 29.589 -0.0233 0.0814 -0.0115
Si 5.469 0 29.589 0.077 0.0425 0.0354
Si 2.7345 2.7345 29.589 -0.0746 0.0344 -0.0164
Si 8.2035 2.7345 29.589 -0.0393 -0.103 0.0448
Si 0 5.469 29.589 0.0605 0.001 0.0384
Si 5.469 5.469 29.589 -0.0164 0.1057 -0.0102
Si 2.7345 8.2035 29.589 -0.0482 -0.1159 0.0469
Si 8.2035 8.2035 29.589 -0.0038 0.064 -0.0254
Si 1.3673 1.3673 30.9563 0.0549 -0.0324 0.0049
Si 6.8362 1.3673 30.9563 0.0034 0.0931 0.0091
Si 4.1018 4.1018 30.9563 0.0438 -0.04 -0.0057
Si 9.5708 4.1018 30.9563 -0.0555 -0.0292 -0.013
Si 1.3673 6.8362 30.9563 -0.0162 0.0703 0.0124
Si 6.8362 6.8362 30.9563 0.0641 -0.0796 -0.0002
Si 4.1018 9.5708 30.9563 -0.0561 0.0071 -0.0192
Si 9.5708 9.5708 30.9563 0.0196 -0.0756 0
Si 2.7345 0 0.6835 0.0144 -0.0303 0.0244
Si 8.2035 0 0.6835 -0.0378 0.0455 -0.0148
Si 0 2.7345 0.6835 -0.0028 0.0214 0.0153
Si 5.469 2.7345 0.6835 0.0058 -0.0094 0.0283
Si 2.7345 5.469 0.6835 -0.0381 -0.0011 -0.0124
Si 8.2035 5.469 0.6835 -0.009 0.0306 0.03
Si 0 8.2035 0.6835 0.0216 -0.0139 0.0346
Si 5.469 8.2035 0.6835 -0.0207 0.0369 0.0047
Si 4.1018 1.3673 2.0507 -0.0303 0.0281 0.027
Si 9.5708 1.3673 2.0507 -0.0895 -0.0075 -0.0272
Si 1.3673 4.1018 2.0507 0.0728 0.0134 0.0004
Si 6.8362 4.1018 2.0507 0.0529 -0.0462 0.016
Si 4.1018 6.8362 2.0507 -0.025 -0.0709 -0.0134
Si 9.5708 6.8362 2.0507 -0.068 -0.0141 0.0301
Si 1.3673 9.5708 2.0507 0.0194 -0.0086 0.0228
Si 6.8362 9.5708 2.0507 0.1108 -0.01 -0.0257
Si 0 0 3.418 0.0596 -0.0145 0.4523
Si 5.469 0 3.418 -0.0365 -0.0054 0.441
Si 2.7345 2.7345 3.418 -0.0236 0.0187 -0.2806
Si 8.2035 2.7345 3.418 -0.0004 -0.1218 -0.7589
Si 0 5.469 3.418 0.1616 0.0417 0.2979
Si 5.469 5.469 3.418 -0.308 0.1002 0.2993
Si 2.7345 8.2035 3.418 -0.132 -0.0599 0.0054
Si 8.2035 8.2035 3.418 -0.0101 0.252 -0.6166
Si 1.3898 1.4106 4.8123 -0.0019 -0.0022 0.003
Si 6.8762 1.4078 4.779 -0.0071 0.0023 0.0006
Si 4.0313 4.094 4.8101 0.0048 0.0044 0.0021
Si 9.5738 4.0313 4.7397 0.0004 0.0022 -0.0048
Si 1.3591 6.877 4.8469 0.0013 -0.0032 -0.0012
Si 6.8124 6.9336 4.7411 -0.007 -0.0053 0.0006
Si 4.0486 9.559 4.8279 0.0038 0.0025 0.0002
Si 9.5437 9.5313 4.7946 0.0021 0.002 0.0032
Si 2.6623 0.0068 6.2243 -0.0054 -0.0015 -0.0041
Si 8.247 0.0138 6.1402 0.0043 -0.0016 -0.0023
Si -0.0339 2.689 6.2087 0.0009 -0.0015 -0.0031
Si 5.4649 2.7477 6.1423 -0.0015 -0.0071 -0.0049
Si 2.6353 5.4277 6.2591 -0.0018 0 -0.0023
Si 8.196 5.4918 5.9359 0.0035 0.0014 -0.0007
Si -0.064 8.229 6.258 -0.0001 0.0029 -0.0031
Si 5.4434 8.2117 6.2277 0.0016 0.0011 -0.0025
Si 4.6009 0.8948 7.3505 0.0026 0.012 0.0048
As 9.9713 0.9173 7.6465 0.0032 -0.0035 0.0027
Si 0.6985 4.5706 7.5221 0.0102 -0.0046 0.0058
Si 6.38 4.6814 7.2006 0.0093 0.0006 0.0072
Si 4.5518 6.3047 7.3761 -0.0087 0.0044 0.004
Si 9.8899 6.2947 7.386 -0.0089 0.0018 -0.0019
As 0.8946 10.0098 7.6749 -0.0034 0.0036 0.0008
Si 6.3617 10.1333 7.3547 0.0042 -0.0072 0.0055
O 4.7199 1.1797 9.0165 0.0016 -0.0034 -0.0037
O 6.5967 10.2415 9.0337 -0.0016 0.0013 -0.0045
O 9.2097 6.2791 8.9408 0.0038 0.0045 -0.0007
O 0.7021 4.2562 9.1664 -0.002 -0.0008 -0.006
O 4.3513 6.5207 9.0102 0.002 0.0017 -0.0042
O 6.9584 4.7043 8.752 -0.0042 -0.0039 -0.0068
O 5.6754 -0.1713 22.4527 0.0019 0.0003 0.0032
O 8.1513 7.6385 22.8773 0.0009 0.0004 -0.002
O 23.6553 6.5388 20.8125 -0.0041 -0.0018 0.0008
O 2.4989 2.4271 22.9836 -0.0021 0.0027 -0.0026
O 8.7907 2.7554 22.4625 -0.0001 -0.0046 0.0003
O 11.1158 0.1821 22.7186 -0.001 0.001 0.0014
Si 1.125 2.716 13.1569 0.0008 0.0002 0.0008
Si 15.7403 2.8677 16.5866 0.0004 0.0018 0.0015
Si 7.9593 -4.901 14.1068 0.0019 0.0011 0.0004
Si 2.8968 1.7228 21.603 -0.0015 0.0055 0.0033
Si 24.8225 -5.8774 17.5849 -0.0002 0.0003 0.0013
Si 6.4581 10.1556 16.9406 0.002 0.0003 0.0014
Si 13.2455 -0.6782 20.0996 0.0022 -0.0009 0.0003
Si 12.5177 -1.3593 15.6108 0.0005 -0.0005 0.0009
Si 1.1613 15.5088 10.7 -0.0001 0.0017 0.0081
Si 7.7495 2.8152 10.9329 0.0002 0.0009 0.0029
Si 13.1475 -3.6237 19.4332 -0.0001 -0.0003 0.0007
Si 14.1958 1.037 14.5126 0 0.0005 0
Si 7.9729 -2.7845 18.6888 -0.0016 0.0005 0.0008
Si 10.4813 -0.2924 21.2866 -0.008 -0.0021 -0.0063
Si 22.2633 5.7976 21.2626 0.0008 -0.002 0.0056
Si 9.5105 3.2908 18.2868 0.0007 0.0021 -0.0017
Si 16.5407 11.7925 21.1746 0.0005 0.0025 -0.0024
Si 23.0313 3.3537 19.5107 0.001 0.0008 0.0018
Si -0.0521 9.5075 12.8618 -0.0006 0.0003 -0.0005
Si 8.1564 5.2919 9.7008 -0.0034 -0.0025 0.009
Si 6.0951 0.6868 9.7938 -0.0023 0.0002 0.0061
Si 6.37 8.583 14.2957 0.0005 0.0006 0.0008
Si 25.3863 18.553 14.5526 -0.0001 -0.001 -0.0003
Si -3.2196 1.8312 16.1391 -0.0012 -0.0005 0.001
Si 8.9003 -3.061 21.4534 0.0006 -0.0004 -0.0056
Si 5.022 21.4457 12.3757 0.0001 -0.0006 0.0012
Si 2.6623 -2.002 11.7526 0 0.0016 0.0017
Si 20.2133 1.2822 13.336 0.0006 -0.0008 -0.0008
Si 21.6741 8.2865 17.6239 0.0009 -0.0004 0.0022
Si 4.3844 0.4731 18.4309 0.001 -0.0002 0.0021
Si 1.7771 5.3782 14.7805 0.0001 0.0017 -0.0003
Si 8.5274 2.1205 20.9628 -0.0056 -0.01 -0.0035
Si 14.6404 6.3028 10.4796 -0.0019 -0.0005 0.0083
Si 6.3086 5.2616 11.8394 0.0002 0.0008 -0.0005
Si 10.6117 17.4014 12.7955 0.0002 0.0007 0.001
Si 19.9252 -4.9075 16.9592 0.0005 0.0008 0.0022
O 18.787 6.744 17.8832 0.0004 0.0016 -0.0003
O 31.8711 -4.2107 21.078 0.0002 -0.0005 0.0047
O 6.7432 9.6675 15.4299 -0.0004 0 0.0006
O 13.1926 12.4965 13.3339 -0.0004 0.0007 0.0012
O 9.6514 -6.0808 17.8559 -0.0008 -0.0012 -0.0003
O 6.4275 14.6011 11.4661 0.0012 -0.0014 0.0011
O 14.1519 17.3809 18.4541 -0.0006 0.0004 -0.0009
O 8.451 12.8923 12.1115 -0.0015 0.0017 -0.0008
O 0.6438 6.3529 14.1154 -0.001 0.0002 -0.0009
O 13.2899 3.9979 18.647 -0.0004 0.0001 -0.0011
O 6.0026 9.2936 12.8739 -0.0002 0.0011 0.0007
O 10.6168 2.1557 13.6363 0.0003 0.0004 0.0005
O 12.7893 2.2781 20.4942 0.0055 -0.0021 0.0027
O 19.2563 1.3588 14.6768 0.0007 0.0005 -0.0001
O 7.6842 18.5829 14.1402 -0.0002 0.0003 0.0007
O -5.0511 0.5321 11.4021 0.0006 0.0005 -0.0019
O 4.4853 -8.8925 21.3773 -0.0025 -0.0036 0.0036
O 11.3942 5.3846 22.8106 0.0014 -0.0031 -0.0049
O 12.1243 -1.2873 11.7651 0.0006 0.0006 0.0006
O 5.2588 11.027 19.7672 -0.0005 0.0014 0.0007
O 2.444 0.0184 15.5025 0.0011 0.0009 0.0001
O 11.5141 -1.4437 14.348 0 0.0002 -0.0007
O 9.2346 5.683 13.158 0.0004 0.0005 0.0008
O 13.9995 -24.3655 13.2448 -0.0001 0.0009 -0.0006
O 17.293 -8.1719 16.0431 0.0006 0.0002 0.0004
O 2.7196 5.0183 10.5653 0.0004 0.0003 -0.0013
O 6.8182 9.1128 18.1148 0.0026 -0.001 -0.0006
O 0.818 -3.4011 18.6288 0.0003 0.0005 -0.0007
O 9.556 -10.0483 20.6776 -0.0049 -0.0018 0.0077
O 11.621 -0.6779 20.1887 -0.0052 0.0013 0.0033
O 18.3034 -10.3859 17.0855 -0.0002 -0.0001 -0.0009
O 4.8752 10.4891 17.1713 -0.0014 0.0013 0.0003
O 3.2166 16.9649 14.3571 0.0005 0.0004 0.0008
O 4.8698 5.9825 11.5799 -0.0004 0.0007 -0.0011
O 7.0144 1.5845 20.9794 0.0152 0.0078 0.0031
O 14.7413 10.0344 11.3872 0.001 0.0006 0.0002
O 7.2745 12.7621 9.7165 -0.0009 0.001 -0.0026
O 8.871 2.5915 16.975 0.0011 0.0013 0.001
O -0.6848 -2.9024 12.5298 -0.0001 0.0001 0.0012
O 7.4128 17.0269 10.9267 0.0016 0.001 -0.0022
O 19.5931 3.144 19.6873 -0.0017 -0.0039 0.0038
O 13.758 11.0994 18.7823 -0.0002 -0.0003 0.0013
O 10.133 7.1553 16.5877 -0.0003 -0.0002 0
O 8.827 14.8555 10.3348 0.002 0.0014 -0.0014
O 7.7631 7.9109 20.2825 0.0038 -0.0004 0.0017
O 15.5437 -8.9115 17.9823 -0.0003 -0.0007 -0.0006
O 13.7407 -3.2932 10.7751 0.002 -0.0032 -0.0026
O 2.6042 8.2934 15.7409 0 0 -0.0003
O 22.1654 -6.4944 20.3664 0 0.0063 0.0044
O 11.5295 -1.4211 16.9091 -0.0002 0.0001 0.0004
O 14.7693 2.26 15.4157 -0.0007 -0.0003 -0.0004
O 9.5975 -1.6073 21.5889 0.0086 0.0078 0.0001
O 2.8225 0.07 21.4786 -0.0002 0.001 0.0006
O 6.6453 5.3466 13.4391 -0.0014 -0.0002 -0.0003
O 12.4996 3.9094 14.1616 0.0001 -0.0013 -0.0004
O 9.7543 -0.2346 12.8485 0.0001 0.0003 0.0011
O 9.4431 -2.0826 18.4479 -0.0004 0.0012 -0.0005
O 15.4344 0.3097 13.7321 0.0007 -0.0003 -0.0002
O 13.8098 8.7318 19.9112 -0.0005 0.0021 -0.0009
O 11.0016 2.6553 18.5216 -0.0004 0.0009 -0.001
O 26.1909 4.4091 16.9281 0.0002 0.0003 -0.0004
O 22.9432 3.2092 11.6015 0.0001 0.002 -0.0018
O 5.094 7.7329 14.8451 0.0019 0.0008 0.0001
O 8.2791 5.4675 15.6014 0.0001 -0.0001 0
O 0.3216 5.7643 11.4631 0.001 -0.0017 -0.0016
O 12.7483 5.3044 16.4135 0.0009 0.0003 0.0006

Results
free energy: -145157.199 eV
free energy less fixed offsets of As -4856.12, O -568.88, Si -635.61 eV per atom: -1.999 eV

The program warned: the cutoff lies below the one the program advises for these potential files; the forces do not sum to zero within the program's tolerance; the exchange-correlation potential is rough where the density is thin.
